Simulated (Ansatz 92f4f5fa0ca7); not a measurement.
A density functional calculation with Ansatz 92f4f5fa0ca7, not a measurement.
Periodic cell of 297 atoms, Si195O102, from a study of silicon, its oxide and their interface. The atomic structure is a simulated model.
Doubt: the cutoff is far below the 930 eV that the study's wrapper takes by default for these files, so forces and energies are approximate.

Settings: functional PBE; potential files Ansatz PAW; basis plane waves; wave-function cutoff 580 eV; density cutoff ratio 5; exchange-correlation grid ratio 1; k mesh 1 x 1 x 1, Gamma-centred; self-consistency stop 5e-08 eV per atom in the density residual; occupations fixed; spin none; net charge 0.

Cell vectors (angstrom)
a 11.6015 0 0
b 0 10.938 0
c 0 0 41.3304

Atoms and the computed forces on them: element, x, y, z (angstrom), force x, y, z (eV/angstrom)
Si 0 0 0.9665 -0.0112 0.0673 0.0073
Si 3.8672 0 0.9665 0.0075 0.0837 0.0033
Si 7.7343 0 0.9665 0.0165 0.0648 -0.0292
Si 1.9336 1.3673 0.9665 0.0039 -0.0808 0.0124
Si 5.8008 1.3673 0.9665 -0.0112 -0.033 0.0252
Si 9.6679 1.3673 0.9665 -0.0046 0.0151 -0.0005
Si 0 5.469 0.9665 -0.0102 -0.0296 0.0031
Si 3.8672 5.469 0.9665 0.0066 0.0288 -0.0105
Si 7.7343 5.469 0.9665 -0.0076 0.0338 0.0037
Si 1.9336 6.8362 0.9665 -0.0017 -0.1233 -0.0109
Si 5.8008 6.8362 0.9665 -0.0113 -0.0269 -0.0195
Si 9.6679 6.8362 0.9665 0.0264 -0.009 0.0173
Si 1.9336 2.7345 40.3633 0.0469 0.1079 -0.0397
Si 5.8008 2.7345 40.3633 -0.0069 0.0057 0.0311
Si 9.6679 2.7345 40.3633 0.0281 -0.0106 0.0458
Si 0 4.1018 40.3633 -0.0247 0.0328 0.0203
Si 3.8672 4.1018 40.3633 0.0081 -0.0144 0.0338
Si 7.7343 4.1018 40.3633 0.0424 -0.0314 0.0058
Si 1.9336 8.2035 40.3633 0.0148 0.1534 -0.0507
Si 5.8008 8.2035 40.3633 0.0285 0.0639 -0.0403
Si 9.6679 8.2035 40.3633 0.0109 -0.0504 0.067
Si 0 9.5708 40.3633 0.0275 -0.0739 -0.0321
Si 3.8672 9.5708 40.3633 0.0607 -0.0811 -0.0122
Si 7.7343 9.5708 40.3633 0.0289 -0.1585 -0.0929
Si 0 0 4.8337 -0.0074 -0.0504 0.2747
Si 3.8672 0 4.8337 -0.1976 0.097 0.152
Si 7.7343 0 4.8337 -0.1178 0.27 -0.3774
Si 1.9336 1.3673 4.8337 -0.0181 -0.2353 -0.0174
Si 5.8008 1.3673 4.8337 0.0328 -0.1314 0.2893
Si 9.6679 1.3673 4.8337 -0.1135 -0.0104 -0.1826
Si 0 5.469 4.8337 0.1356 0.1215 -0.2403
Si 3.8672 5.469 4.8337 -0.1143 -0.1231 0.061
Si 7.7343 5.469 4.8337 -0.1262 0.0086 0.1229
Si 1.9336 6.8362 4.8337 -0.042 -0.0018 0.2646
Si 5.8008 6.8362 4.8337 0.0288 0.1464 -0.0411
Si 9.6679 6.8362 4.8337 -0.1414 -0.1089 0.0292
Si 1.9336 2.7345 2.9001 -0.0496 0.1363 0.0855
Si 5.8008 2.7345 2.9001 -0.07 0.116 0.0768
Si 9.6679 2.7345 2.9001 0.0199 -0.0051 0.0075
Si 0 4.1018 2.9001 -0.0264 0.0519 -0.0795
Si 3.8672 4.1018 2.9001 0.0135 0.0129 -0.0719
Si 7.7343 4.1018 2.9001 -0.0135 -0.0672 0.0205
Si 1.9336 8.2035 2.9001 0.0146 0.1283 0.0362
Si 5.8008 8.2035 2.9001 -0.0283 -0.0375 -0.0693
Si 9.6679 8.2035 2.9001 -0.0247 0.0112 -0.0424
Si 0 9.5708 2.9001 -0.0339 -0.0964 0.0508
Si 3.8672 9.5708 2.9001 -0.0054 -0.1067 0.0339
Si 7.7343 9.5708 2.9001 -0.0168 -0.0497 0.0276
Si -3.6187 -2.1951 22.9203 0.1251 0.186 0.2279
Si -0.3053 3.9418 32.8437 -0.2415 -0.2102 0.0017
Si 3.3483 5.2224 24.6881 -0.0888 -0.2379 0.2179
Si -2.6552 3.5749 33.223 -0.1351 0.0205 -0.0796
Si 2.0399 -3.9437 32.0842 -0.0701 0.0377 -0.1259
Si 12.0382 0.6128 30.9849 -0.0345 0.2403 0.5654
Si 3.4028 3.145 22.1842 0.062 -0.1826 0.072
Si 0.9001 5.0946 31.0888 0.1157 -0.094 0.2493
Si 5.937 6.3477 26.23 -0.1114 0.51 0.2718
Si -2.3483 10.8596 29.9772 -0.0582 -0.0553 0.6327
Si 4.6528 9.7439 32.3687 0.0643 0.4731 -0.085
Si 10.2922 8.8406 33.1811 -0.1682 0.0687 -0.2694
Si -3.2339 5.5108 29.2946 -0.0631 -0.1218 -0.2982
Si 10.679 2.6279 24.0716 -0.2449 -0.2109 0.2893
Si 11.2743 6.7742 29.8242 0.5244 0.2202 0.7509
Si 0.2496 8.4311 31.4745 0.1551 0.0547 0.1185
Si 7.5533 8.1644 25.8183 0.155 0.5782 0.183
Si 12.1268 1.6078 33.142 0.3523 -0.1208 -0.2928
Si 6.1729 6.5263 31.0738 -0.5154 0.9365 1.0284
Si 4.9241 12.8561 31.3918 -0.3037 0.1226 0.6612
Si 8.3796 9.8107 32.1816 0.2647 0.0189 0.4125
Si -4.2654 14.7023 31.4835 0.3474 -0.1684 0.9236
Si 4.0925 7.7551 31.0179 -0.2711 -0.5303 -0.1528
Si 7.7086 12.1744 27.7583 0.03 -0.6067 0.2616
Si -0.5542 -0.1326 34.4037 0.1156 0.0863 0.0827
Si 3.9501 -0.2059 34.4831 -0.0718 -0.0882 0.1896
Si 7.6953 0.093 34.2916 -0.1226 0.3475 0.0151
Si 2.5295 1.6765 34.3425 -0.0015 0.1657 -0.1364
Si 5.6953 1.3875 34.5996 0.1353 0.0731 0.075
Si 9.4121 1.6063 34.5827 -0.5055 -0.2541 0.1665
Si 0.1563 5.4066 34.645 -0.0826 0.0652 0.041
Si 4.1687 5.22 34.4863 0.1698 -0.0703 -0.2693
Si 8.0964 5.4058 34.5745 0.0751 0.1316 -0.0128
Si 2.1889 6.5797 34.4472 0.0082 -0.0291 -0.3248
Si 6.0939 6.7305 34.3947 -0.0008 0.1824 0.3824
Si 9.9262 6.9416 34.6587 0.0902 -0.0263 0.0249
Si 2.0746 2.7212 36.4817 -0.0877 -0.0747 -0.1383
Si 5.8873 2.7269 36.5458 -0.0355 -0.0814 -0.0122
Si 9.719 2.7501 36.5807 0.06 0.209 -0.0383
Si 0.0947 4.0486 36.5461 0.0173 -0.0157 -0.0433
Si 3.9846 4.1122 36.5547 0.1324 -0.1282 -0.0156
Si 7.8253 4.1267 36.541 0.0162 -0.0492 0.0144
Si 1.98 8.1408 36.3598 0.1004 -0.0397 0.0567
Si 5.8887 8.1294 36.416 0.0818 -0.0547 -0.176
Si 9.7219 8.2752 36.5612 -0.0576 0.1006 -0.0971
Si 0.0557 9.6354 36.4409 -0.0083 0.1125 -0.0643
Si 3.9139 9.4889 36.4715 0.0131 -0.2298 -0.0947
Si 7.755 9.6386 36.3775 0.0011 -0.1971 -0.1743
Si 0 0 38.4298 0.1918 0.0805 -0.1075
Si 3.8672 0 38.4298 0.0305 -0.1446 -0.3207
Si 7.7343 0 38.4298 -0.0842 0.0521 -0.4094
Si 1.9336 1.3673 38.4298 0.1245 -0.1349 -0.1233
Si 5.8008 1.3673 38.4298 0.2305 -0.1223 0.3267
Si 9.6679 1.3673 38.4298 0.0044 -0.311 0.3495
Si 0 5.469 38.4298 0.1971 -0.0616 0.1371
Si 3.8672 5.469 38.4298 0.0928 0.3203 0.2582
Si 7.7343 5.469 38.4298 -0.0902 0.191 0.3607
Si 1.9336 6.8362 38.4298 -0.123 0.0172 -0.4758
Si 5.8008 6.8362 38.4298 0.1376 0.0319 -0.1493
Si 9.6679 6.8362 38.4298 -0.0242 0.0618 0.1476
Si 1.8631 2.6195 6.8314 -0.1181 0.0582 0.1163
Si 5.7457 2.6739 6.8483 -0.0362 0.1357 -0.1002
Si 9.6306 2.7687 6.7232 -0.0697 0.12 -0.1443
Si -0.0216 4.077 6.706 -0.1026 0.0578 -0.0721
Si 3.7931 4.0158 6.7276 0.1705 -0.0351 0.1432
Si 7.6584 4.0949 6.7811 0.004 -0.1497 0.0249
Si 1.8703 8.1696 6.8362 -0.0997 0.0279 0.1081
Si 5.7417 8.2768 6.7209 -0.1723 0.0182 0.1299
Si 9.5672 8.2552 6.7147 0.1127 0.1516 0.0317
Si -0.0661 9.5567 6.8143 0.0459 -0.1097 -0.0834
Si 3.7919 9.6096 6.8164 0.0617 -0.1912 -0.0017
Si 7.6722 9.6923 6.7876 0.0949 0.0146 -0.2215
Si -0.1689 -0.0905 8.7983 -0.1883 -0.1838 -0.0682
Si 3.8108 -0.0613 8.8675 -0.0115 0.0849 -0.1301
Si 7.7307 0.1687 8.7275 0.0019 0.0952 0.0489
Si 1.8154 1.2242 8.8494 0.0143 0.0733 0.0674
Si 5.7235 1.4278 8.9315 -0.0824 -0.0053 0.2328
Si 9.7423 1.5234 8.6765 0.1696 0.1057 0.0007
Si 0.2066 5.0726 8.7898 -0.4263 0.2957 -0.2216
Si 3.7767 5.3723 8.637 -0.0879 0.4992 0.0942
Si 7.4533 5.5076 8.668 -0.2709 0.3187 0.1371
Si 1.9049 6.7474 8.8112 0.4453 -0.3551 0.07
Si 5.5854 6.9002 8.6146 0.1011 0.0053 -0.0118
Si 8.9136 7.3197 8.7421 0.1172 -0.0786 0.2057
Si 0.1016 -1.8787 14.7368 -0.1003 -0.2103 -0.2888
Si 10.842 3.261 10.0375 0.405 -0.4926 0.0972
Si 6.0962 2.1511 13.1579 0.097 0.4953 -0.9536
Si -1.4281 6.9098 13.5262 -0.2288 -0.285 -0.1068
Si 7.4938 1.2135 16.6461 0.0872 0.4152 -0.3096
Si 2.1725 7.6882 11.0493 -0.3515 -0.1478 -0.1544
Si 2.2482 3.637 17.2665 -0.0633 -0.0135 -0.4557
Si 3.5197 4.1157 10.6288 0.0219 -0.0546 -0.1311
Si 11.3785 7.8311 11.5598 0.0643 -0.5824 -0.0741
Si -4.0108 10.7156 13.885 0.2712 -0.1474 -0.4518
Si 1.215 4.1375 14.2542 -0.6326 -0.3745 -0.5877
Si 3.2152 5.8253 12.2137 -0.0126 -0.1938 0.2742
Si -1.0714 0.0447 12.7849 0.2217 0.0122 -0.5271
Si 3.8451 -1.443 10.819 0.1032 0.3682 0.261
Si 5.8455 -2.7033 10.5912 0.0389 -0.364 -0.4012
Si 1.5264 2.7584 10.6402 -0.281 -0.5099 0.3371
Si 7.1398 4.7399 10.9052 0.1648 0.2883 0.1182
Si 10.3423 -1.1467 10.7485 -0.1727 0.0391 -0.1822
Si -3.2333 3.5943 15.0586 0.3286 0.1614 -0.8349
Si 9.4911 4.4569 11.5384 -0.1619 0.2204 -0.0509
Si 5.2803 7.4497 16.1519 0.0428 -0.0711 -0.4097
Si -1.2913 4.5097 13.7927 0.1591 0.5146 -0.1559
Si 10.3563 6.2267 10.18 0.1393 0.46 0.0881
Si 5.944 5.4364 18.5416 0.0141 0.4119 -0.1854
O 18.0062 8.3339 22.7685 -0.082 -0.129 -0.1796
O -7.774 -7.3219 16.7684 0.0871 -0.0412 0.0259
O 13.8591 27.0859 13.5165 0.277 0.2807 -0.1678
O 40.2193 19.8905 16.7524 0.0101 0.0937 0.2348
O 15.6893 32.1147 26.3199 -0.0687 0.0027 -0.2097
O -9.9104 2.1533 17.733 0.0123 0.037 0.0716
O 8.841 30.4488 26.8177 -0.2548 -0.3391 -0.25
O 15.9898 13.4533 18.9459 0.0186 -0.1232 0.1367
O -21.472 -11.7137 21.9699 0.0001 -0.0716 -0.0001
O 10.4904 -10.0415 30.4683 -0.12 -0.1189 0.0732
O -7.6225 -10.1986 24.1751 0.0451 -0.0108 -0.1045
O -28.54 15.9649 31.779 0.3276 -0.3362 -0.364
O -15.6186 -16.3533 18.5242 0.0175 0.0844 0.2058
O -17.0225 0.7154 27.4325 0.0374 0.1677 -0.0643
O 4.7626 16.9557 25.0831 0.1296 -0.1158 -0.0152
O 19.9308 -11.5235 22.98 0.0241 -0.1742 -0.0167
O 5.216 10.5042 22.1738 -0.0384 -0.2657 -0.1129
O 13.0905 -20.5588 29.9692 0.3323 0.2429 -0.4836
O -30.0678 10.9474 18.2319 0.0432 -0.0335 0.0027
O -1.7319 4.2106 17.8128 0.1261 -0.0393 0.0925
O 22.9215 9.8013 23.6379 -0.0431 -0.112 -0.2127
O 10.9524 -7.4324 22.6891 0.0949 0.1361 -0.1362
O -4.5167 -4.444 29.695 0.2432 -0.2727 -0.3101
O -21.0091 -8.9467 22.1548 -0.0175 0.0569 0.0163
Si 0.651 -9.8577 18.4375 0.0253 -0.0766 -0.2129
Si 2.0583 -10.2875 21.1876 -0.0546 0.0789 -0.1053
Si 12.3962 9.8258 17.4391 0.1417 0.1664 -0.4449
Si 22.6846 4.4708 21.357 -0.1318 -0.071 -0.0361
Si 21.7157 -3.4503 20.8935 -0.1089 -0.0688 -0.2257
Si 2.4467 2.6081 29.6847 -0.2009 -0.3001 0.3268
Si 5.1701 11.881 23.082 -0.0021 -0.1314 0.2183
Si 19.4014 12.3798 20.2138 0.0234 -0.0805 0.3474
Si 2.3406 -5.8644 20.1416 -0.0355 -0.0385 -0.1327
Si 5.5559 21.1381 27.0137 -0.1136 -0.0295 0.2892
Si 14.4853 8.8796 15.4852 -0.1639 0.0059 -0.2835
Si -9.5966 4.1458 27.1527 0.1269 -0.0561 0.375
Si -10.9161 -1.934 22.576 -0.0424 0.1419 0.348
Si 18.123 8.3431 32.5308 0.8426 -0.4484 0.0785
Si -7.1197 7.9285 28.6137 -0.4882 0.7229 0.5973
Si -25.9881 5.4001 17.4568 -0.2239 -0.2597 -0.3615
Si 15.9874 7.3783 20.4265 -0.0314 -0.3055 -0.3439
Si -8.1691 -0.6592 24.8267 -0.0035 0.2481 0.3479
Si 10.9632 4.3916 25.5911 0.2492 -0.3763 -0.1
Si -3.4423 4.4233 27.1954 0.3835 0.009 0.5987
Si 0.2378 -0.2189 24.8949 0.0654 0.0085 0.2932
Si -17.8682 -1.4934 18.2883 -0.0755 -0.053 -0.2051
Si -6.7047 8.8786 22.4717 -0.0458 0.7567 0.3111
Si -10.1815 6.6206 24.6123 -0.0911 0.3007 0.3074
Si -1.4525 -2.8898 18.4912 0.0615 -0.0361 -0.015
Si -21.4509 -3.7983 27.6171 -0.2035 0.1116 0.5359
Si 6.9983 7.6174 13.6367 0.4815 -0.6014 -0.6001
Si 28.8149 13.869 10.9098 -0.2447 -0.0491 -0.0116
Si 9.8935 -7.969 18.8504 0.14 0.17 -0.0882
Si 1.1615 2.1155 12.9349 0.2963 0.5069 -0.3715
Si 4.7052 11.9755 19.4898 -0.0499 0.1161 -0.021
Si 15.2585 0.3189 13.5557 -0.3418 0.1657 -0.201
Si 16.7447 3.3075 17.7317 -0.0894 -0.105 0.0806
Si -1.9393 9.963 27.1308 -0.054 0.2392 0.4142
Si 8.1111 1.025 23.1801 -0.0942 0.0347 0.0384
Si -5.9175 -15.4512 12.1071 0.18 -0.1088 -0.1224
Si 8.0915 9.1586 9.9968 -0.0077 0.0165 0.2224
Si -7.2833 13.9017 33.4175 -0.269 0.1283 0.1399
Si -15.0634 10.4073 18.3136 0.0633 -0.3024 0.3562
O -0.5769 -0.7007 26.2475 0.0169 -0.0497 -0.1713
O -16.9926 -20.7369 20.1155 0.0761 0.0243 -0.0295
O 4.4085 -24.2999 19.2405 0.0011 -0.022 0.2675
O -39.5388 -23.3427 18.8179 0.1336 0.0775 -0.046
O 2.4405 -8.0312 28.0901 0.0348 0.0614 -0.041
O -1.0265 -3.0509 14.8021 0.2187 0.3166 0.3231
O -16.6636 31.3482 25.9282 0.1933 -0.2299 -0.2303
O 1.3506 -3.217 23.3837 -0.0316 -0.0555 -0.0303
O -19.5534 -0.8348 14.707 0.0723 -0.0225 0.2
O 3.003 4.1321 25.8779 0.0604 0.1468 -0.276
O 24.6967 7.4505 26.0475 -0.0454 -0.0612 -0.5575
O -20.2767 6.6027 20.3385 -0.0507 -0.0021 0.0372
O -7.6785 -1.9239 23.8519 0.1614 -0.2014 -0.2238
O 15.5681 10.5917 12.1005 0.0067 -0.3091 -0.2072
O 34.9261 -13.3293 18.2543 -0.1224 -0.1218 0.042
O 8.1749 1.7897 21.74 0.0163 0.0479 -0.0894
O 8.6457 -10.8053 19.7364 -0.0089 -0.0233 -0.0518
O -22.773 3.95 26.7654 -0.0962 0.1343 -0.0499
O 11.5586 -22.7756 16.0279 0.0075 0.0406 0.312
O -25.5954 -9.0949 24.0625 0.0942 0.0274 -0.0803
O -2.0686 -6.2185 26.3228 -0.3366 0.124 -0.0958
O -2.9545 2.2596 16.0168 -0.307 -0.1681 0.1426
O 32.416 21.7081 13.7239 -0.2489 -0.0001 0.4524
O 2.3387 -34.3586 16.9672 0.0677 -0.0818 0.0941
O 6.9697 9.2562 13.5138 -0.0323 0.3865 0.2617
O -7.624 13.2228 30.1206 -0.1207 -0.0283 -0.4514
O 3.8081 -14.3554 15.4478 0.0278 0.0424 0.1844
O -5.3422 -8.6608 17.0649 -0.0039 -0.1687 -0.1575
O 3.3982 15.1915 23.3752 0.0604 -0.0617 -0.1565
O 28.1535 -10.6515 31.5998 0.0212 -0.3984 -0.3115
O -2.8612 0.3524 26.8418 -0.05 0.1449 -0.2724
O 30.2525 -21.0087 12.7918 0.107 -0.3044 0.2436
O 0.3614 18.2864 28.4459 0.0558 0.0607 -0.5209
O 0.0557 5.6515 24.7456 0.0359 0.2239 -0.1134
O 48.494 37.4939 18.5511 -0.0098 0.1291 0.1638
O 18.212 1.2081 23.8128 0.0291 -0.0297 -0.0272
O 15.0926 -21.3656 20.4254 0.0464 -0.0553 0.0258
O 19.9677 26.0866 30.2991 -0.0747 0.137 -0.41
O -6.4481 -4.1435 27.6332 0.2004 -0.5411 -0.5721
O 9.724 -4.5678 29.5517 -0.4494 -0.0222 -0.3695
O 9.2946 9.3382 17.8993 -0.1017 0.0787 0.0049
O -12.4802 -9.2494 18.2497 -0.0399 0.051 0.0889
O 5.3449 9.3127 28.3839 0.2118 0.1335 -0.2055
O -14.8743 -13.8003 24.3707 0.0653 -0.0536 -0.0889
O 13.0115 -6.8512 15.9062 0.2217 0.0924 0.3792
O -4.476 22.0871 15.3906 -0.1639 -0.0139 0.1574
O -21.3026 3.9034 30.4891 -0.018 0.3584 -0.0444
O -6.1228 28.0563 19.9692 -0.0195 0.0552 0.0149
O 14.5166 8.1347 28.1613 -0.2916 -0.0873 -0.3956
O -41.6756 -9.394 13.8573 -0.0905 -0.2192 0.3945
O -18.3925 -8.6302 22.2609 -0.0489 0.0903 -0.1284
O -12.5506 14.3906 20.1836 0.0013 -0.0105 0.012
O 6.8367 15.941 26.4337 -0.2221 -0.348 -0.2505
O 13.4316 10.3857 25.0772 0.033 -0.0534 -0.0992
O 13.1715 19.2952 14.6677 0.1461 0.0781 0.1501
O 0.9998 4.9727 21.0597 0.0294 -0.0028 0.0263
O -3.5211 44.6089 29.3237 -0.2362 0.2791 -0.3781
O 3.3769 14.952 20.8133 0.0491 -0.0261 -0.0253
O 0.0949 1.3737 24.4904 -0.0418 0.0846 -0.1023
O -9.4319 0.9856 13.5462 0.2981 -0.3823 0.3181
O 20.406 51.8099 21.6984 -0.0118 0.0332 0.0477
O -34.9716 8.3528 21.3632 -0.0626 -0.0128 -0.0136
O 23.2672 -0.9711 13.395 -0.0046 0.0814 0.3042
O 7.0204 -7.7068 14.0714 0.0386 -0.0481 0.5127
O -6.2838 28.2145 17.3136 0.028 -0.1812 0.2365
O -10.6875 -10.0319 20.0529 0.0339 0.0851 0.2306
O -0.4289 1.5663 12.9229 0.0413 -0.2929 0.2568
O 6.4966 -14.6993 15.1233 -0.0792 0.0616 0.5999
O 0.7622 42.7669 30.9564 -0.0218 -0.5282 -0.0376
O 19.7457 4.9359 16.0112 -0.1438 0.1854 0.4383
O -12.9949 -5.0665 21.2999 0.0038 0.0028 0.1204
O 31.7475 18.0867 13.3537 -0.4069 0.2071 -0.0695
O -3.6985 2.8152 27.4647 0.0282 0.3821 -0.263
O 6.4363 13.4119 31.0689 0.0839 -0.2058 -0.3037
O 2.2117 16.5315 27.8994 0.0276 -0.2476 -0.0991
O -1.6891 9.9193 28.7712 -0.0644 -0.0959 -0.1544
O -36.7249 -4.1586 17.5383 0.0683 0.0873 -0.0463
O 8.3205 -8.2981 19.2236 -0.0236 -0.0751 -0.008

Results
free energy: -181955.436 eV
free energy less fixed offsets of O -568.88, Si -635.61 eV per atom: 14.274 eV

The program warned: the cutoff lies below the one the program advises for these potential files; the exchange-correlation potential is rough where the density is thin.
